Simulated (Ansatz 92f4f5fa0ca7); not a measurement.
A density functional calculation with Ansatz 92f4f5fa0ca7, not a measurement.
Periodic cell of 226 atoms, Si134O92, from a study of silicon, its oxide and their interface. The atomic structure is a simulated model.
Doubt: the cutoff is far below the 930 eV that the study's wrapper takes by default for these files, so forces and energies are approximate.
This geometry differs little from another in the collection (a relaxation step or a small displacement).

Settings: functional PBE; potential files Ansatz PAW; basis plane waves; wave-function cutoff 580 eV; density cutoff ratio 5; exchange-correlation grid ratio 1; k mesh 1 x 1 x 1, Gamma-centred; self-consistency stop 5e-08 eV per atom in the density residual; occupations fixed; spin none; net charge 0.

Cell vectors (angstrom)
a	10.938	0	0
b	0	10.938	0
c	0	0	32.8961

Atoms and the computed forces on them: element, x, y, z (angstrom), force x, y, z (eV/angstrom)
Si	-0.0735	0.2503	25.3062	-0.0027	0.0032	0.0022
Si	5.842	-0.2598	25.5442	0.0022	-0.0047	-0.0059
Si	2.6976	2.9858	25.2883	0.0005	-0.0005	-0.0008
Si	8.5831	2.4366	25.4654	0.0026	-0.0047	-0.0033
Si	0.424	5.1963	25.3936	0.0043	-0.0025	-0.003
Si	5.3074	5.7538	25.4276	-0.0051	0.0038	-0.0061
Si	3.0966	8.0147	25.363	0.004	-0.0031	0.0009
Si	8.0382	8.4666	25.6075	-0.0044	0.0014	-0.0114
Si	1.4881	1.4053	26.6486	-0.0029	0.0042	0.0019
Si	6.9735	1.3495	26.807	0.0026	-0.0047	0.0013
Si	4.1723	4.1373	26.723	-0.0054	0.0025	0.0024
Si	9.7134	4.083	26.7151	0.0027	-0.0033	0.0014
Si	1.4957	6.8385	26.6953	0.0062	-0.0042	0.0007
Si	6.8674	6.8504	26.8208	-0.0013	0.0016	0.003
Si	4.1884	9.5523	26.779	0.0053	-0.004	0.0014
Si	9.7018	9.6377	26.7405	-0.0031	0.0054	0.0029
Si	2.7596	-0.0115	28.0768	-0.0003	0.0002	0.0017
Si	8.2784	-0.0371	28.1631	0.0004	-0.0029	-0.0005
Si	0.0727	2.6916	28.1066	0.0026	-0.0026	0.0006
Si	5.5085	2.7191	28.0868	0.0005	0.0013	0.0027
Si	2.7743	5.4507	28.1235	0.0003	-0.0001	-0.0008
Si	8.2587	5.4214	28.0878	-0.0026	0.0029	0.0023
Si	0.0558	8.1705	28.0718	-0.0013	0.0014	0.003
Si	5.4843	8.1789	28.1759	-0.0012	0.0019	-0.0008
Si	4.1018	1.3673	29.4778	0.0857	0.0023	-0.2458
Si	9.5708	1.3673	29.4778	0.3661	0.0814	0.2624
Si	1.3673	4.1018	29.4778	0.1353	-0.0358	0.0764
Si	6.8362	4.1018	29.4778	0.1527	-0.0796	-0.1303
Si	4.1018	6.8362	29.4778	-0.0388	-0.1649	0.4209
Si	9.5708	6.8362	29.4778	0.1706	-0.0391	-0.2748
Si	1.3673	9.5708	29.4778	0.093	-0.0522	-0.2334
Si	6.8362	9.5708	29.4778	0.2027	-0.0755	0.32
Si	0	0	30.8451	-0.0324	0.0952	0.0009
Si	5.469	0	30.8451	0.0424	0.0534	-0.0183
Si	2.7345	2.7345	30.8451	-0.0104	0.096	-0.0021
Si	8.2035	2.7345	30.8451	0.0287	0.0559	-0.0204
Si	0	5.469	30.8451	0.0041	0.0126	-0.0214
Si	5.469	5.469	30.8451	-0.0216	0.0981	-0.007
Si	2.7345	8.2035	30.8451	0.029	0.0133	-0.0048
Si	8.2035	8.2035	30.8451	-0.0645	0.0604	-0.0021
Si	1.3673	1.3673	32.2123	0.0233	-0.0712	-0.0227
Si	6.8362	1.3673	32.2123	0.0244	-0.008	-0.0131
Si	4.1018	4.1018	32.2123	0.0788	-0.0452	-0.025
Si	9.5708	4.1018	32.2123	-0.0116	-0.0043	-0.0108
Si	1.3673	6.8362	32.2123	-0.0169	-0.0049	-0.0106
Si	6.8362	6.8362	32.2123	0.0398	-0.0479	-0.0179
Si	4.1018	9.5708	32.2123	0.0065	-0.042	-0.0104
Si	9.5708	9.5708	32.2123	0.034	-0.0721	-0.0233
Si	2.7345	0	0.6835	-0.0248	0.0672	0.0379
Si	8.2035	0	0.6835	-0.0364	0.044	0.0282
Si	0	2.7345	0.6835	0.013	0.0156	-0.0078
Si	5.469	2.7345	0.6835	-0.0705	0.0565	0.0118
Si	2.7345	5.469	0.6835	-0.0041	0.0145	0.0276
Si	8.2035	5.469	0.6835	-0.0163	0.0227	0.0359
Si	0	8.2035	0.6835	-0.0555	0.0647	0.0159
Si	5.469	8.2035	0.6835	0.0249	-0.0079	-0.0062
Si	4.1018	1.3673	2.0507	0.115	-0.0214	0.0058
Si	9.5708	1.3673	2.0507	-0.0115	-0.0196	0.0063
Si	1.3673	4.1018	2.0507	-0.124	-0.0821	-0.0151
Si	6.8362	4.1018	2.0507	0.0291	-0.0691	0.0193
Si	4.1018	6.8362	2.0507	0.0683	0.0479	-0.0062
Si	9.5708	6.8362	2.0507	0.0434	-0.05	0.0237
Si	1.3673	9.5708	2.0507	-0.0299	-0.1592	-0.0046
Si	6.8362	9.5708	2.0507	-0.0823	-0.1445	0.0169
Si	0	0	3.418	-0.1527	0.0401	0.2035
Si	5.469	0	3.418	-0.4501	0.0337	-0.0216
Si	2.7345	2.7345	3.418	-0.1303	-0.1017	0.2364
Si	8.2035	2.7345	3.418	-0.1763	-0.1097	-0.1657
Si	0	5.469	3.418	0.078	-0.049	-0.4719
Si	5.469	5.469	3.418	-0.0867	0.1512	0.0472
Si	2.7345	8.2035	3.418	0.0161	0.277	-0.2212
Si	8.2035	8.2035	3.418	-0.1987	0.1186	0.0273
Si	1.3363	1.3583	4.8322	0.0059	-0.0027	0.001
Si	6.8089	1.3509	4.7739	-0.0041	-0.0004	0.0048
Si	4.074	4.1275	4.7861	0.0005	-0.0011	0.0009
Si	9.5409	4.132	4.7293	0.0005	0.002	0.0062
Si	1.3922	6.8116	4.7242	-0.0031	0.0031	0.0038
Si	6.7635	6.9052	4.7945	0.0035	-0.0016	-0.0003
Si	3.954	9.6792	4.8147	-0.0036	0.0085	-0.0009
Si	9.5189	9.5908	4.8014	-0.0006	-0.0001	0.0025
Si	2.4822	-0.044	6.3956	0.0027	-0.008	-0.0017
Si	8.0918	-0.0457	6.2206	-0.0038	0.0017	-0.0044
Si	-0.0687	2.7467	6.1031	-0.005	0.0044	-0.0027
Si	5.3411	2.6617	6.1044	0.0052	-0.0036	-0.0016
Si	2.7066	5.4828	6.1741	-0.0028	-0.0007	-0.0024
Si	8.1137	5.4518	6.0688	-0.0034	-0.0066	-0.0055
Si	-0.07	8.0908	6.0135	0.0025	-0.0022	-0.0098
Si	5.3072	8.2873	6.114	-0.0027	0.0009	0.0009
Si	4.1194	1.2273	7.5721	-0.0032	-0.0082	-0.0011
Si	9.2549	1.6249	7.3923	0.0003	0.0012	0.0107
Si	1.0766	4.3228	7.4157	-0.0041	0.009	0.007
Si	6.9719	3.8359	7.2955	-0.0024	-0.0001	-0.0005
Si	3.7653	7.1607	7.4825	-0.0021	0.011	0.0142
Si	9.7515	6.5197	7.3434	0.0119	0.0042	0.0185
Si	1.2391	9.0922	7.6574	0.0072	0.013	0.0166
Si	6.3353	9.8597	7.5164	-0.0005	-0.0011	0.0127
O	8.3613	-4.0699	19.9598	0.001	-0.0002	0.0033
O	9.8302	7.4385	22.0723	-0.0015	-0.0027	0.0051
O	4.5125	-0.9551	13.71	0.0001	0.0006	0.0009
O	6.6784	9.1578	8.9722	-0.0033	0.0006	-0.0095
O	4.6588	6.6975	8.7861	-0.0066	0.0021	-0.0091
O	8.1083	2.7511	7.8007	0.002	-0.0018	-0.0025
O	4.1996	6.8666	24.8801	0.0012	-0.0022	0.0034
O	7.7951	3.0736	24.1743	0.0013	-0.0001	0.0051
O	4.0679	4.4295	9.8859	-0.0018	-0.0009	0.0022
O	9.8813	1.0704	8.8333	-0.0014	0.0015	-0.0074
O	5.2754	11.0534	7.956	0.0029	0.0024	-0.0024
O	-1.699	7.2794	8.7155	-0.0042	-0.0098	-0.0101
O	6.3654	4.5989	8.6021	0.0003	-0.0007	0.0003
O	3.6169	1.9451	8.9873	0.0028	-0.0017	-0.0022
O	15.2734	3.761	13.6142	-0.0013	0.0004	0.0007
O	2.5491	8.1429	8.0643	0.0022	-0.0081	-0.0061
O	5.9655	5.0392	24.0963	0.0002	0.0027	0.0101
O	3.4912	2.4299	23.9248	-0.0044	0.0034	0.0085
O	6.9271	9.5428	25.0133	0.0026	-0.0001	0.0053
O	8.7445	7.719	24.3464	-0.0027	0.0002	0.0118
O	-0.1965	5.9365	24.0611	0.0013	-0.0021	0.007
O	8.2823	-2.0411	15.5046	-0.0008	0.0003	0.0007
O	2.5283	8.7429	23.993	0.0021	-0.0019	0.0075
O	-1.2567	12.2746	24.8631	-0.0035	0.0014	0.0043
Si	13.0409	3.0997	18.0121	0.001	0.001	-0.0006
Si	17.3487	-8.5476	21.0787	0.0007	-0.002	-0.0048
Si	17.7557	-5.9433	11.9925	0.0001	-0.0009	0.0005
Si	5.1008	13.4277	18.2916	-0.001	-0.0012	-0.0022
Si	20.356	6.6089	23.3976	-0.0023	0.0044	0.0013
Si	7.7246	1.5846	14.161	-0.0016	0.0005	0.0019
Si	11.4717	0.3718	18.4103	0.0006	0.0006	-0.0003
Si	2.9575	3.2628	9.7221	-0.0015	-0.0012	-0.0001
Si	18.6091	13.6389	16.7756	-0.0014	0.0006	0.0011
Si	21.9773	18.9102	12.4905	-0.0011	0.0013	0.0005
Si	5.4096	-4.5324	16.8971	-0.0002	0.0008	0.0023
Si	34.1018	4.2406	15.1908	-0.002	0.0009	0.0037
Si	14.2827	9.7922	14.8639	-0.001	0.0005	0.0025
Si	5.3101	-5.5317	9.5237	0.0039	0.0008	-0.0002
Si	4.2385	12.1058	23.1582	0.0047	-0.0015	0.0008
Si	26.7561	5.2337	14.1237	0.0005	0.0002	0.0014
Si	15.8396	-11.3908	17.4502	-0.0004	0.0005	0.0002
Si	9.0657	12.1012	10.252	-0.0016	0.0011	0.0009
Si	1.9075	-0.9828	23.0814	-0.0007	-0.0026	-0.0013
Si	15.1604	7.8584	19.0804	0.001	0.0014	-0.0013
Si	21.8716	-10.8349	12.6389	0.0003	-0.0001	0.0009
Si	7.2788	-1.1317	10.3434	0.0024	0.0025	0.0002
Si	12.2236	2.8526	12.3875	-0.0031	0.0002	0.0013
Si	7.2173	-6.6023	23.3266	0	0.0004	0
Si	13.425	6.8866	14.2213	-0.0015	0.001	0.0021
Si	-9.5254	-2.1021	20.1147	0.0004	0	-0.0039
Si	11.3221	10.3601	15.3766	-0.0003	0.0001	0.0018
Si	-1.9036	12.7922	19.5668	0.0002	0.0006	-0.002
Si	9.969	8.2709	9.7878	0.0026	-0.0015	-0.0015
Si	-1.3862	5.0128	16.354	0.0004	0.0008	0.0015
Si	20.8448	-3.933	20.5162	-0.0006	-0.0006	-0.0037
Si	-0.224	15.3521	19.3003	-0.0005	0.0001	-0.0021
Si	20.1648	3.4002	12.022	-0.0009	0.0002	0.0003
Si	7.0868	8.8378	16.6018	-0.0005	0	0.002
Si	-1.3586	-2.9643	15.1255	-0.0016	0.0002	0.0021
Si	5.693	10.7298	12.8283	-0.0004	0.0007	0.0014
Si	5.3998	2.7186	12.9493	-0.0003	-0.0003	0.0023
Si	7.0595	-3.7645	19.0399	-0.0015	0.0018	-0.0009
O	7.1269	-21.7217	13.5904	-0.0006	0	0.0006
O	21.5422	-6.6014	15.3099	0.0021	-0.0004	0.0014
O	10.6889	7.4267	10.9944	-0.0016	0.0021	0.0003
O	0.5431	-1.398	12.3286	-0.0004	0.0006	0.0018
O	8.3339	2.2459	18.1696	0.0002	-0.0001	0.0025
O	6.1801	3.4907	11.7351	-0.0005	0.0011	0.0005
O	6.3822	-0.6392	16.7673	-0.0006	0.0002	0.0009
O	13.9218	-2.7287	15.0321	-0.0004	-0.0002	0.0002
O	25.6961	-4.6413	13.507	-0.0012	0.0007	0.0016
O	13.3601	13.9588	11.237	0.0021	0.0009	-0.0014
O	23.4268	1.6395	18.4659	-0.0017	-0.0017	0.001
O	14.7783	-0.4505	16.2361	0	0.0002	0
O	4.8147	0.8977	18.3161	-0.0003	0.0004	0.0019
O	16.7261	-8.0122	19.6859	0.0006	0.0009	0.0047
O	17.3562	24.4287	14.2032	-0.0002	0.0002	0.0011
O	23.7531	10.5109	14.7026	-0.0001	0.0002	0.0007
O	10.078	0.6052	19.2777	-0.0009	0.0002	0.0022
O	16.1689	1.5713	21.9034	-0.0023	-0.0003	0.006
O	20.3086	-4.3659	15.9248	-0.0004	-0.0018	0.0008
O	21.7731	3.6226	11.9977	0.0007	0.0003	0.002
O	1.8116	-7.5886	16.4353	-0.0002	0.0019	0.0001
O	9.8506	0.4519	11.4838	-0.0017	0.0006	0.0012
O	17.6801	3.7499	21.9005	0.0009	0.0023	0.0059
O	19.7754	-8.5755	13.2421	0.0002	0.0002	0.001
O	9.9763	3.1228	19.9698	-0.0005	0.0005	0.0028
O	1.901	5.7613	15.2568	-0.0016	-0.0003	0.0002
O	6.3347	5.5597	13.4485	-0.0006	0.0008	0.0002
O	14.6345	3.284	18.2054	-0.0031	0.0005	0.001
O	9.7533	-3.172	13.5056	-0.0001	0.0007	-0.0001
O	15.4482	-1.598	18.5069	-0.0015	-0.0015	0.002
O	18.5143	-2.5101	18.1098	0.0002	-0.0005	0.0022
O	7.6045	11.3924	10.1013	0	0.0011	0.002
O	1.3778	10.0717	19.0506	-0.0012	0.0014	0.002
O	15.0412	-4.1534	17.832	-0.0008	0.0005	0.0021
O	0.6487	10.61	23.9232	-0.0034	0.0026	0.0068
O	1.52	4.0736	24.8271	-0.0019	0.003	0.0039
O	5.0004	-5.6149	15.7578	0	-0.0001	0.0006
O	23.5801	14.4272	13.8194	-0.001	0.0003	-0.0001
O	17.1268	5.9286	10.8093	-0.0022	-0.0002	0.0002
O	16.5881	-3.4494	19.8789	-0.0006	0.0006	0.001
O	1.688	3.7281	8.8171	-0.0028	0.0025	-0.0038
O	0.194	11.0797	16.8207	0	-0.0001	0.0018
O	19.1108	-9.3929	15.7193	-0.0005	0.0002	0.0003
O	10.0351	4.939	17.9084	-0.001	0.0009	0.0011
O	16.8932	-3.1896	16.1086	-0.0003	0.0007	-0.0003
O	19.6747	9.0661	10.5432	-0.0008	0.0009	0.0024
O	11.1395	9.1706	8.9936	0.0046	-0.0019	-0.0092
O	12.3234	9.3528	21.6633	0.0004	0.001	0.0045
O	8.8196	2.7251	10.6004	-0.0007	-0.0011	0.0006
O	3.0476	11.0764	22.7063	0.0002	0.001	0.0029
O	7.838	-9.3469	20.6946	-0.0023	0.001	0.0037
O	10.6002	16.483	20.442	-0.0012	0.0026	0.0031
O	-4.7621	9.7631	11.5764	0.0004	-0.0001	0.0006
O	8.4448	4.8406	12.0709	-0.0014	0.0005	0.0013
O	17.0004	13.7593	17.0211	-0.0004	0.0006	0.0017
O	0.0124	8.0339	19.7924	-0.0006	0.0005	0.0039
O	8.1718	15.1016	16.2405	-0.0006	0.0004	0.0007
O	10.9292	8.7761	15.6078	0.0006	0.001	0.0008
O	1.1442	1.2382	12.5272	-0.0003	0.0016	0.0013
O	17.5511	-4.9586	17.9647	-0.0008	0.0004	0.0013
O	10.3527	11.0096	14.1958	-0.0005	0.0006	0.0003
O	23.23	4.1704	18.9847	-0.0005	0.0005	0.0016
O	24.6736	7.9396	19.8941	-0.0016	0.0007	0.0029
O	8.367	5.4322	23.0393	-0.0021	0.0005	0.0027
O	-0.0623	5.4267	7.8693	-0.0016	-0.005	-0.0055
O	23.2683	7.1704	13.0594	0.0006	-0.0001	0.0015
O	15.9148	1.2341	12.4066	-0.0012	0.0008	0.0011
O	5.2137	0.4111	24.2	0.0012	-0.002	0.011

Results
free energy: -137509.898 eV
free energy less fixed offsets of O -568.88, Si -635.61 eV per atom: -1.198 eV

The program warned: the cutoff lies below the one the program advises for these potential files; the exchange-correlation potential is rough where the density is thin.
